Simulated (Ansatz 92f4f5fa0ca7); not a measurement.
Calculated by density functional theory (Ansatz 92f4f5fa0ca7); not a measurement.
Periodic cell of 222 atoms, Si131O89B2, from a study of silicon, its oxide and their interface. The atomic structure is a simulated model.
Doubt: the cutoff is far below the 930 eV that the study's wrapper takes by default for these files, so forces and energies are approximate.
This geometry differs little from another in the collection (a relaxation step or a small displacement).

Settings
functional: PBE
potential files: Ansatz PAW
basis: plane waves
wave-function cutoff: 580 eV
density cutoff ratio: 5
exchange-correlation grid ratio: 1
k mesh: 1 x 1 x 1, Gamma-centred
self-consistency stop: 5e-08 eV per atom in the density residual
occupations: fixed
spin: none
net charge: 0

Cell vectors (angstrom)
a	10.938	0	0
b	0	10.938	0
c	0	0	32.1988

Atoms and the computed forces on them: element, x, y, z (angstrom), force x, y, z (eV/angstrom)
Si	10.5894	0.2303	24.8612	0.0023	0.0014	0.0059
Si	5.7437	10.6839	24.7498	0.0023	-0.0023	0.0029
Si	2.481	2.9196	24.638	-0.0008	0.0026	0.0072
Si	8.4258	2.4677	24.8231	0.0031	0.001	-0.0018
Si	0.2762	5.1726	24.7504	0.0052	-0.0016	0.0034
Si	5.1595	5.7519	24.6814	-0.0014	0.0051	0.0098
Si	2.9376	8.0112	24.5941	0.0049	-0.0025	0.0085
Si	7.9431	8.44	24.735	-0.0015	0.0016	0.0048
Si	1.3302	1.3873	26.0356	0.0004	-0.0017	-0.0049
Si	6.8501	1.3145	26.1223	-0.0042	0.0036	-0.0049
Si	4.0485	4.1095	25.981	-0.0013	0.0031	-0.0024
Si	9.6065	4.0664	26.0792	-0.0022	0.0026	-0.0035
Si	1.3991	6.8324	25.9947	0.002	-0.001	-0.0006
Si	6.7699	6.8542	26.0243	-0.0015	0.0007	-0.0025
Si	4.1017	9.5397	25.9961	0.0018	-0.0006	-0.0014
Si	9.4696	9.5748	26.1456	0.0046	-0.0014	-0.0066
Si	2.7271	-0.0049	27.3462	0.001	-0.0018	0.0062
Si	8.1638	-0.0151	27.5534	0.0008	-0.0023	-0.0043
Si	0.0077	2.724	27.4826	0.0025	0.0001	-0.0035
Si	5.4408	2.7486	27.3616	0.0004	0.0002	0.0061
Si	2.7291	5.4704	27.4206	0.0013	-0.0017	-0.0038
Si	8.1853	5.4733	27.3566	0.0001	0.0001	0.0062
Si	-0.0035	8.186	27.3715	0.0012	-0.0011	0.0054
Si	5.4378	8.2022	27.444	0.001	-0.0001	-0.004
Si	4.0807	1.372	28.7412	-0.0025	-0.0001	-0.0073
Si	9.5736	1.3629	28.8394	0.0047	0.0007	0.0132
Si	1.3646	4.1172	28.8053	-0.0002	0.0041	0.0056
Si	6.8262	4.1025	28.7445	-0.0012	0.0034	-0.0081
Si	4.0909	6.8239	28.7991	0.002	-0.0009	0.0001
Si	9.5589	6.8285	28.75	0.0002	-0.003	-0.0052
Si	1.3687	9.5648	28.7416	0.0004	0.001	-0.0076
Si	6.7855	9.5531	28.8477	-0.0116	-0.0032	0.0149
Si	0.0155	-0.0165	30.1525	-0.0051	0.0035	0.0014
Si	5.4366	0.0239	30.157	0.0083	-0.0108	-0.0017
Si	2.7338	2.7363	30.1434	-0.0039	0.0054	0.0022
Si	8.1901	2.7487	30.1496	0.0032	-0.0062	-0.0013
Si	-0.0128	5.479	30.1482	0.0049	-0.0068	-0.0029
Si	5.4739	5.4637	30.1445	-0.0056	0.0012	0.0009
Si	2.7247	8.208	30.1419	0.0022	-0.006	-0.0009
Si	8.2058	8.193	30.1512	-0.005	0.0037	0.0003
Si	1.3673	1.3673	31.515	0.0853	-0.034	-0.0003
Si	6.8362	1.3673	31.515	-0.0714	0.0694	-0.0335
Si	4.1018	4.1018	31.515	0.0624	-0.0747	-0.0164
Si	9.5708	4.1018	31.515	-0.0726	0.0687	-0.023
Si	1.3673	6.8362	31.515	-0.0635	0.074	-0.0703
Si	6.8362	6.8362	31.515	0.0317	-0.1071	0.0325
Si	4.1018	9.5708	31.515	-0.1552	0.0319	-0.0084
Si	9.5708	9.5708	31.515	0.0501	-0.0653	0.0085
Si	2.7345	0	0.6835	0.013	-0.0287	0.0901
Si	8.2035	0	0.6835	-0.1021	0.041	-0.1248
Si	0	2.7345	0.6835	-0.1186	0.0065	0.0175
Si	5.469	2.7345	0.6835	0.0444	-0.0277	0.0447
Si	2.7345	5.469	0.6835	-0.0688	0.1908	-0.1495
Si	8.2035	5.469	0.6835	0.0851	-0.1034	0.0665
Si	0	8.2035	0.6835	0.07	-0.0946	0.0294
Si	5.469	8.2035	0.6835	-0.0252	0.0775	-0.0074
Si	4.1085	1.3645	2.054	0.0027	0.0013	0.0123
Si	9.5488	1.369	2.0462	-0.0045	0.0015	-0.0099
Si	1.3458	4.1383	2.0303	-0.0036	0.0066	0.0004
Si	6.8469	4.0901	2.0536	-0.0084	0.0059	0.004
Si	4.0881	6.8499	2.047	-0.0034	0.0031	-0.0109
Si	9.5681	6.8401	2.0515	-0.001	0.0044	0.0031
Si	1.371	9.5629	2.0524	-0.0125	0.0024	0.0041
Si	6.8291	9.5848	2.0489	0.0069	-0.0037	0.0061
Si	-0.05	-0.0345	3.376	0.0108	-0.0316	-0.0004
Si	5.4807	0.0024	3.453	-0.0151	0.019	0.0285
Si	2.7273	2.7839	3.3456	0.0227	-0.0048	-0.0121
Si	8.178	2.6972	3.455	-0.0134	0.0052	0.0175
Si	-0.0061	5.4871	3.4422	0.0059	0.002	0.0022
Si	5.4819	5.4943	3.3729	0.0155	-0.022	0.0099
Si	2.7552	8.2237	3.4523	-0.0099	0.0092	0.0161
Si	8.194	8.2123	3.3942	-0.0004	0.001	-0.0039
Si	1.3134	1.4066	4.6103	-0.0135	0.0063	0.0067
Si	6.8253	1.3323	4.896	0.0106	-0.0313	-0.009
Si	4.1409	4.1124	4.7164	-0.0061	0.0118	0.0049
Si	9.5377	4.1	4.7782	0.0034	-0.003	0.0043
Si	1.38	6.8619	4.8151	0.0031	-0.0071	-0.0088
Si	6.8063	6.8854	4.7525	-0.0085	0.0067	0.0009
Si	4.1219	9.5983	4.8532	0.0276	-0.0056	-0.0082
Si	9.5422	9.5373	4.7986	-0.0015	0.0114	-0.0022
Si	2.7564	0.2009	6.0164	0.021	0.0134	-0.0199
Si	8.179	-0.1017	6.2734	-0.0069	0.014	0.0184
Si	-0.0373	2.6808	6.0772	0.0246	0.014	0.0321
Si	5.3793	2.6881	6.2088	-0.0322	-0.0221	-0.0318
Si	2.8138	5.4942	6.1088	-0.0019	-0.0223	0.0293
Si	8.1204	5.4607	6.0868	0.0081	-0.0122	-0.0159
Si	0.0106	8.2198	6.1962	0.0121	-0.004	-0.0208
Si	5.5223	8.2334	6.2597	0.0011	0.0065	0.0149
B	3.621	1.8574	6.8657	0.1192	-0.1024	-0.0107
Si	9.7699	1.1192	7.482	-0.0121	0.0154	-0.0278
Si	1.6648	3.7951	7.2353	-0.079	0.0822	-0.1007
Si	6.5457	4.3461	7.4757	-0.0027	0.0183	0.0308
Si	4.3784	6.6269	7.5255	-0.0205	0.0136	-0.0423
Si	9.3626	6.9204	7.4432	-0.0184	0.0074	0.04
Si	1.1672	10.0008	7.3076	-0.0089	0.0155	0.0326
Si	7.1609	9.1973	7.7533	-0.0096	0.0076	-0.0223
O	8.3116	8.0436	8.0369	0.0088	-0.0122	0.0046
O	2.8207	2.6475	7.6312	-0.013	0.014	0.0744
O	9.5225	1.3546	24.2642	-0.0005	0.0004	0.0038
O	4.055	6.8688	24.1221	0.0007	-0.0006	-0.0063
O	0.0174	0.0617	7.9871	0.0252	-0.0102	-0.0073
O	5.4646	5.4811	8.0279	0.017	-0.0323	0.0049
O	6.8506	9.5717	24.2019	0.0012	0.0016	0.0001
O	1.3695	4.0625	24.1656	-0.0002	-0.0005	-0.0019
O	3.8353	7.3805	8.9141	-0.0009	0.007	0.0104
O	1.0825	4.3648	8.6495	-0.0261	0.0415	0.0734
O	9.8952	6.015	8.7399	0.0155	0	-0.0132
O	2.1571	9.4576	8.5053	-0.004	-0.0043	-0.0125
O	7.3412	3.7939	8.8115	-0.0034	-0.007	-0.0114
O	6.6944	9.5891	9.2922	-0.0011	0.0019	0.0039
O	9.0214	1.7373	8.8193	-0.0201	0.0058	0.0096
O	7.7046	3.148	23.5169	-0.0009	0.0011	0.0003
O	10.5036	5.8489	23.4384	-0.0016	0.0031	-0.0001
O	5.1047	0.4516	23.4157	-0.001	0.0027	-0.0011
O	5.868	5.0979	23.3477	0.0039	-0.0042	-0.0016
O	3.1064	2.2097	23.2737	0.0029	-0.0009	0
O	2.3018	8.7234	23.2258	-0.0039	0.0032	-0.0018
O	8.6251	7.7603	23.3962	0.0019	-0.0013	-0.0004
O	0.2398	10.3456	23.5857	0.0008	-0.0015	-0.0034
Si	4.3971	1.5737	22.4761	0.001	-0.001	-0.0026
Si	3.5287	7.9205	14.034	0.001	-0.0002	-0.0001
Si	7.1519	0.9522	14.7052	0.0017	0.0022	-0.0013
Si	0.9518	9.362	22.5224	0.0023	-0.0016	-0.0027
Si	1.2807	4.2584	11.8685	0.0046	-0.0059	-0.0047
Si	6.3129	8.9555	15.3208	0.0011	-0.0005	0.0032
Si	0.6929	1.36	12.2924	0.0002	0.0051	-0.0003
Si	8.6464	4.9551	20.5153	0.0022	0.0008	-0.0014
Si	0.4404	5.6906	9.3369	0.0046	-0.0428	-0.0231
Si	5.1432	3.1321	17.9977	0.0021	-0.001	0.0004
Si	0.9142	3.7573	16.7466	0.0017	-0.0013	0.0015
Si	10.4391	2.8622	19.2388	0.0021	0.0004	-0.0002
B	5.7055	1.2336	10.9918	0.0068	0.0005	-0.0169
Si	0.9134	0.1853	19.8506	0.0034	-0.001	-0.0024
Si	6.6658	9.5203	10.9411	0.0013	0.0042	-0.0094
Si	9.3707	9.6827	18.328	0.0024	0.0003	0.0011
Si	9.4337	9.2604	12.5786	0.0019	0.0018	-0.0022
Si	6.5757	3.8471	22.5796	0.0006	0.0011	-0.0035
Si	2.4404	8.1103	9.3572	0.0078	-0.0108	0.0077
Si	10.6169	7.369	17.0821	0.0026	-0.0009	0.0014
Si	2.5425	6.2931	16.5922	0.0032	0	0.0009
Si	10.247	4.5024	14.1656	0.0033	-0.0037	-0.0023
Si	6.1682	9.1894	18.5155	0.0007	0.0003	-0.0001
Si	7.8259	2.4868	9.6459	0.0013	-0.018	0.0014
Si	8.9021	2.1529	12.4669	0.005	-0.0013	-0.0035
Si	5.3668	6.2477	18.0868	0.002	0.0003	0.0012
Si	3.95	0.5535	19.4853	0.0019	0	-0.0002
Si	4.4176	3.7514	12.133	-0.0057	-0.0002	0.0034
Si	5.5756	6.5941	12.1647	0.002	0.001	-0.0007
Si	8.0485	2.5121	17.2421	0.0021	0.0001	0.0017
Si	4.4088	2.4814	15.034	0.0048	0.0004	-0.0041
Si	1.5673	1.2255	15.2588	0.0024	0.0007	0.0012
Si	1.6085	9.4129	12.0459	0.0006	0.0004	0.0026
Si	8.1017	6.8588	13.8698	0.0019	-0.001	-0.0002
Si	10.4227	9.8403	15.4949	0.0021	0.0006	0.0011
Si	9.8131	7.0228	22.5532	0	-0.0016	-0.0024
Si	8.1333	5.4864	17.41	0.0027	-0.0006	0.0018
O	6.0512	8.0115	11.3668	0.0016	-0.0037	0.0037
O	6.044	9.2013	16.8966	0.0022	0	0.0005
O	7.6954	1.4025	13.2379	0.0011	-0.002	0.0047
O	0.9396	1.7534	13.8556	0.0027	-0.0011	0.0038
O	9.4436	6.2693	16.8776	0.0019	0.0008	0.0005
O	6.8042	6.2076	13.1542	0.0053	0.0013	0.0035
O	5.1656	4.6728	18.6565	0.0019	0.0007	0.0022
O	9.2671	2.1678	18.2914	0.0018	-0.0003	0.0016
O	2.3951	0.1021	19.0825	0.0018	0	0.0012
O	9.4489	10.235	16.7688	0.0023	-0.0008	0.001
O	2.8994	4.2287	11.7295	0.0037	-0.0002	0.0048
O	5.0941	10.3247	19.1081	0.0023	-0.0008	0.0016
O	9.476	3.2592	13.4804	0.0032	0.0025	0.0038
O	0.4935	1.7769	19.9634	0.002	0.0006	0.004
O	3.1806	1.387	15.0926	0.0035	0.001	0.0003
O	8.1948	5.3742	19.0226	0.0006	-0.0002	0
O	3.9184	6.5973	17.4147	0.0023	-0.0005	0.0018
O	4.6127	3.2855	16.4487	0.002	-0.0002	0.0009
O	9.1402	5.6861	14.2855	0.0027	0.0009	0.0008
O	5.4501	2.7663	22.1263	0.001	-0.0001	0.0035
O	10.722	4.1788	15.6738	0.0019	-0.0008	0.002
O	0.3698	3.8825	18.2818	0.002	0.0005	0.0017
O	10.4527	10.5268	19.2199	0.0011	-0.0001	0.0013
O	9.6867	10.0312	14.0381	0.0023	-0.0001	0.0024
O	10.9095	8.1329	22.0902	0.0014	0.0004	0.0038
O	1.1951	2.1696	16.5279	0.0019	0.0009	0.0017
O	9.7685	3.766	20.4266	0.0019	-0.0007	0.0032
O	8.1692	4.0336	16.6823	0.0023	-0.0003	0
O	-0.0018	9.0977	11.9166	0.0016	0.0006	0.0027
O	6.6309	2.435	18.0505	0.0023	0	0.0013
O	5.6889	10.8267	11.4067	0.0008	-0.0028	0.007
O	7.7791	9.5994	18.8398	0.0027	-0.0003	0.003
O	10.0381	1.0148	12.0852	0.0018	-0.0008	0.0024
O	1.2696	7.0445	9.0164	0.0016	0.0066	0.0009
O	0.7049	4.7396	13.3278	0.0008	0.0025	0.0033
O	5.7407	7.6296	18.9907	0.0026	-0.0006	0.003
O	5.2998	5.0492	11.566	0.003	0.0026	-0.0005
O	2.7474	7.0007	15.1376	0.0012	0.0001	0.003
O	0.8874	2.726	11.4331	0.0019	-0.0026	0.0053
O	0.8996	10.693	15.5486	0.0014	-0.0017	0.0018
O	2.4307	8.5889	10.9038	0	-0.0004	-0.0039
O	4.9204	2.2698	11.5343	0.0018	0.0005	0.0049
O	4.3607	3.5463	13.7794	0.0019	-0.0036	0.0049
O	2.2411	4.6826	16.4933	0.0022	-0.0002	0.0013
O	10.7462	8.2533	15.7056	0.0017	0.0002	0.0011
O	6.9859	10.2815	14.677	0.0021	0	-0.0005
O	2.3921	8.9515	13.4204	0.0035	-0.0013	0.0017
O	8.0709	1.5167	15.9428	0.003	-0.0001	0.0015
O	4.1426	6.9532	12.8698	0.0013	0.0015	0.002
O	4.2195	2.0184	18.7739	0.0028	0.0005	0.0013
O	7.3107	4.4107	21.2565	0.0019	-0.0002	0.0023
O	8.4001	2.909	11.1139	0.0035	0	-0.0026
O	1.202	6.8535	17.3679	0.0014	0.0004	0.0011
O	5.6767	1.532	14.8501	-0.0018	0.0006	0.0027
O	8.1839	9.785	11.6006	0.0025	-0.0026	0.0046
O	9.2075	6.2986	21.2361	-0.0004	-0.0009	0.0005
O	8.9829	7.7333	12.8471	0.0009	-0.0014	0.0029
O	1.6722	0.1178	11.8763	0.0026	-0.001	-0.0005
O	6.662	6.1402	17.0705	0.0019	0.0001	0.0001
O	7.4522	7.7957	15.0572	0.0016	0.0005	0.0008
O	1.2331	10.3003	21.2271	0.0007	0.0019	0.0001
O	10.064	8.2043	18.362	0.0009	0.0005	0.0013
O	3.9635	0.8271	21.1008	0.0005	-0.0015	0.0013
O	0.5191	5.3483	10.9139	0.0004	0.0033	-0.0202
O	6.5415	1.5154	9.9191	0.0138	0.0167	0.0022
O	4.834	8.6866	14.6656	0.0031	0	0.0004

Results
free energy: -134205.967 eV
free energy less fixed offsets of B -154.04, O -568.88, Si -635.61 eV per atom: -2.657 eV

The program warned: the cutoff lies below the one the program advises for these potential files; the forces do not sum to zero within the program's tolerance; the exchange-correlation potential is rough where the density is thin.
